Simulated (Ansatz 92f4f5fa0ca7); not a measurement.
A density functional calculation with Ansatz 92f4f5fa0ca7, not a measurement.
Periodic cell of 213 atoms, Si132O80H1, from a study of silicon, its oxide and their interface. The atomic structure is a simulated model.
Doubt: the cutoff is far below the 930 eV that the study's wrapper takes by default for these files, so forces and energies are approximate.
This geometry differs little from another in the collection (a relaxation step or a small displacement).

Settings
functional: PBE
potential files: Ansatz PAW
basis: plane waves
wave-function cutoff: 580 eV
density cutoff ratio: 5
exchange-correlation grid ratio: 1
k mesh: 1 x 1 x 1, Gamma-centred
self-consistency stop: 5e-08 eV per atom in the density residual
occupations: fixed
spin: none
net charge: +1 e, with a uniform compensating background and no finite-size correction

Cell vectors (angstrom)
a	10.938	0	0
b	0	10.938	0
c	0	0	31.7448

Atoms and the computed forces on them: element, x, y, z (angstrom), force x, y, z (eV/angstrom)
Si	-0.3872	0.3543	24.3504	-0.0125	0.0073	0.0026
Si	6.1817	-0.564	24.3329	0.0055	-0.0107	0.0045
Si	2.1387	3.3106	24.4089	-0.0041	0.0123	-0.0001
Si	8.6218	2.0891	24.3151	0.0129	-0.0031	0.0025
Si	0.4875	5.0881	24.2589	0.0027	-0.0121	0.0151
Si	4.7528	6.1122	24.3243	-0.0142	0.0026	0.0042
Si	3.0404	7.9282	24.4706	0.0159	-0.0049	0.0084
Si	7.7706	8.5309	24.3129	-0.0057	0.0133	0.0022
Si	1.283	1.4554	25.6242	0.001	-0.0043	0.0108
Si	6.9303	1.2401	25.7137	-0.0005	0.0002	0.01
Si	4.0342	4.1759	25.5382	0.0041	0.001	0.0105
Si	9.5609	4.056	25.3957	-0.0031	0.0008	0.0019
Si	1.3725	6.7927	25.6634	0.002	-0.0018	0.0048
Si	6.7052	6.8414	25.5422	0.0035	0.0008	0.008
Si	4.2132	9.6343	25.5536	-0.0053	0.0006	0.0069
Si	9.5264	9.5417	25.572	0.0047	-0.0016	0.0072
Si	2.7397	0.039	26.8977	0.0034	0.001	-0.0038
Si	8.2613	-0.077	27.0649	-0.0015	0.0013	-0.0057
Si	-0.0704	2.7941	26.9822	-0.0025	0.0022	0.0012
Si	5.4645	2.7418	26.8899	-0.0001	-0.0007	-0.0059
Si	2.7406	5.4588	27.0321	-0.0036	0.001	-0.007
Si	8.1768	5.4471	26.8389	-0.0002	-0.0024	0.001
Si	-0.0151	8.2004	26.9346	-0.002	0.0002	-0.0001
Si	5.4626	8.229	26.9979	-0.0011	-0.0037	0.0004
Si	4.1018	1.3673	28.3265	-0.0234	0.1729	-0.3867
Si	9.5708	1.3673	28.3265	0.0788	0.1375	0.4759
Si	1.3673	4.1018	28.3265	-0.246	-0.0195	0.3843
Si	6.8362	4.1018	28.3265	0.0508	-0.0381	-0.5707
Si	4.1018	6.8362	28.3265	0.0401	0.1717	0.39
Si	9.5708	6.8362	28.3265	-0.2816	-0.2153	-0.5468
Si	1.3673	9.5708	28.3265	0.1405	0.0893	-0.4739
Si	6.8362	9.5708	28.3265	-0.0104	-0.2939	0.7104
Si	0	0	29.6938	0.0673	0.1805	0.0195
Si	5.469	0	29.6938	0.1019	-0.0422	-0.0089
Si	2.7345	2.7345	29.6938	-0.0966	-0.0122	0.0069
Si	8.2035	2.7345	29.6938	-0.0088	-0.1432	0.0155
Si	0	5.469	29.6938	0.0653	-0.0758	0.0099
Si	5.469	5.469	29.6938	-0.0069	0.1031	-0.0005
Si	2.7345	8.2035	29.6938	0.054	-0.0495	0.0245
Si	8.2035	8.2035	29.6938	-0.1821	-0.0374	0.0519
Si	1.3673	1.3673	31.061	0.0683	-0.0843	0.0231
Si	6.8362	1.3673	31.061	-0.0434	0.0641	-0.0215
Si	4.1018	4.1018	31.061	0.0095	-0.0086	-0.0104
Si	9.5708	4.1018	31.061	-0.0439	0.0581	-0.0357
Si	1.3673	6.8362	31.061	-0.0791	0.0421	-0.0193
Si	6.8362	6.8362	31.061	0.0966	-0.0343	0.0264
Si	4.1018	9.5708	31.061	-0.0453	0.0717	-0.0282
Si	9.5708	9.5708	31.061	0.0247	-0.0629	-0.0201
Si	2.7345	0	0.6835	0.0193	-0.0481	0.0222
Si	8.2035	0	0.6835	-0.0426	0.0471	-0.0169
Si	0	2.7345	0.6835	-0.0271	0.0286	-0.0012
Si	5.469	2.7345	0.6835	0.0363	-0.0582	0.0288
Si	2.7345	5.469	0.6835	-0.0289	0.0536	-0.0103
Si	8.2035	5.469	0.6835	0.0355	-0.0732	0.0231
Si	0	8.2035	0.6835	0.0615	-0.0147	0.039
Si	5.469	8.2035	0.6835	-0.0276	0.007	-0.0041
Si	4.1018	1.3673	2.0507	-0.0047	0.0556	-0.0432
Si	9.5708	1.3673	2.0507	-0.0312	-0.1197	0.0357
Si	1.3673	4.1018	2.0507	0.0399	-0.0015	0.0323
Si	6.8362	4.1018	2.0507	-0.0197	0.0564	-0.0474
Si	4.1018	6.8362	2.0507	0.0118	-0.0501	0.0249
Si	9.5708	6.8362	2.0507	-0.0806	0.0096	-0.0708
Si	1.3673	9.5708	2.0507	0.0187	0.1388	-0.0671
Si	6.8362	9.5708	2.0507	0.0975	-0.0219	0.0272
Si	0	0	3.418	0.3386	-0.1533	-0.6212
Si	5.469	0	3.418	-0.2542	0.1494	0.5814
Si	2.7345	2.7345	3.418	0.2188	-0.0696	-0.2636
Si	8.2035	2.7345	3.418	-0.3236	-0.0942	0.3188
Si	0	5.469	3.418	0.0705	0.2303	0.39
Si	5.469	5.469	3.418	0.0055	-0.2084	-0.5392
Si	2.7345	8.2035	3.418	0.0814	0.2727	0.5598
Si	8.2035	8.2035	3.418	0.0808	-0.1331	-0.6508
Si	1.3961	1.3364	4.734	0.007	-0.0008	0.0271
Si	6.7987	1.3824	4.8631	-0.0038	-0.0135	0.0076
Si	4.139	4.0892	4.7663	0.0041	-0.0101	0.021
Si	9.5597	4.0939	4.787	0.0037	0.0034	0.0012
Si	1.3863	6.8633	4.8487	0.0079	0.0033	0.0104
Si	6.8061	6.8545	4.7058	0.009	0.0105	0.0328
Si	4.082	9.6112	4.901	-0.0009	-0.0048	0.0075
Si	9.6412	9.5042	4.692	-0.0007	-0.0159	0.0318
Si	2.6476	0.0676	6.3218	0.0007	0	-0.006
Si	8.2798	-0.0865	5.9969	0.0167	0.0683	-0.0578
Si	0.0526	2.7267	6.0547	-0.0146	-0.0039	-0.0307
Si	5.3671	2.7408	6.3354	-0.0026	0.0116	-0.0134
Si	2.8257	5.4875	6.1386	-0.0211	0.0139	-0.0242
Si	8.1611	5.5031	6.075	-0.0153	-0.0063	-0.0093
Si	0.0026	8.2321	6.2398	-0.0031	-0.0158	-0.014
Si	5.555	8.2065	6.1796	0.0204	0.0416	-0.0332
Si	3.4202	1.9683	7.5719	-0.0124	0.0014	-0.0016
Si	10.0125	0.923	7.1842	0.0186	-0.0086	0.0088
Si	1.7526	3.7736	7.3009	0.0238	-0.0007	0.0171
Si	6.2943	4.7185	7.2761	-0.009	-0.0104	-0.063
Si	4.6217	6.4235	7.4013	0.0099	-0.0251	0.0304
Si	9.2641	7.0538	7.4223	0.0136	0.0362	-0.0001
Si	0.7436	10.1243	7.5205	-0.0059	0.0106	-0.0003
Si	7.5132	9.0319	7.2637	-0.0529	-0.0948	0.0529
O	0.7754	9.8485	9.1889	0.0031	-0.0002	0.0077
O	1.1791	4.5189	8.6752	-0.0003	0.0007	-0.005
O	5.3553	-1.5288	10.6562	-0.0009	0.0063	0.005
O	7.0909	9.8245	8.6682	0.0116	0.0335	-0.0147
O	3.5379	1.621	9.2049	-0.0011	0.0003	0.012
O	4.6274	6.6138	9.1209	-0.0332	0.026	-0.0057
O	6.562	4.8667	9.1703	0.0007	-0.0317	0.1025
O	9.852	6.091	8.6978	0.0017	-0.0077	0.0007
O	2.4415	2.9221	22.8088	0.0007	-0.0008	-0.0001
O	6.3026	10.8517	22.7062	-0.0017	0.009	-0.0063
O	7.6807	2.2712	22.9238	-0.0032	0.002	-0.0009
O	0.3647	5.6041	22.6828	-0.0048	0.0078	-0.0186
O	2.3184	8.6265	23.1159	-0.0055	0.0016	-0.0055
O	8.1795	8.0321	22.7781	0.0008	-0.0063	-0.0204
O	4.8914	5.8	22.715	-0.0018	0.0002	0.0025
O	11.3102	10.5801	23.0212	-0.0003	-0.0027	-0.0001
Si	0.3474	3.6456	14.9664	-0.0057	0.001	-0.0058
Si	6.9294	11.1997	14.0828	-0.0026	-0.0008	-0.0103
Si	3.8969	2.0496	10.7365	0.0136	0.0218	-0.008
Si	3.392	1.7084	22.2909	0.0077	-0.0029	0.0042
Si	1.8795	10.1004	22.5671	0.0038	0.0009	0.0049
Si	4.8805	10.2011	12.0108	0.0057	0.0082	-0.0129
Si	13.3562	11.1996	19.8718	0.0033	0.0013	0.0063
Si	6.3729	13.4439	17.0414	-0.0023	-0.0004	-0.0046
Si	9.6908	3.4122	19.7141	0.0022	0.0044	-0.0022
Si	2.7405	17.5636	19.4141	-0.004	0.0007	-0.0027
Si	-1.4777	13.2952	16.9481	-0.0015	-0.0002	-0.0037
Si	1.599	8.6224	15.6374	-0.0042	0.0007	-0.0014
Si	1.1348	6.2689	12.1811	-0.0038	-0.0072	-0.0049
Si	10.4275	11.5717	19.0755	-0.0011	0.0012	-0.0061
Si	9.5878	6.0533	13.9831	-0.0094	-0.0011	-0.0097
Si	5.4531	14.0989	14.3666	0.0014	0.01	-0.015
Si	11.0164	5.857	21.0909	-0.002	0.0017	0.0041
Si	6.3959	12.4268	22.2481	-0.007	-0.0034	0.0039
Si	-0.9216	2.0301	10.0763	-0.0029	0.0059	0.0036
Si	5.3566	5.7345	21.1687	0.0068	0.0017	0.002
Si	5.9801	6.3305	9.9851	0.0271	-0.0891	-0.0023
Si	7.033	16.0063	12.4762	-0.0175	0.0029	-0.0352
Si	2.546	14.4979	12.965	0.0096	-0.0018	-0.0072
Si	11.5899	10.6266	10.6322	-0.002	0.006	-0.0106
Si	8.8946	10.9113	11.8807	0.0021	0.0146	-0.0051
Si	13.2023	9.047	12.6133	0.0037	0.0028	-0.0067
Si	6.7028	3.2498	20.0224	-0.0029	-0.0089	-0.0012
Si	8.5812	9.2361	18.8456	-0.0034	-0.0018	-0.0036
Si	8.1426	7.4095	21.2658	0.0022	0.0055	0.0074
Si	6.5966	3.4266	10.1695	0.006	-0.0302	-0.1229
Si	6.8679	-1.7693	10.1251	-0.0239	-0.026	-0.0211
Si	6.3067	10.4531	17.0479	0.0029	0.0039	-0.0055
Si	-0.1244	5.0266	9.5069	-0.0062	0.001	0.0034
Si	-0.9379	7.5448	16.6201	0.0009	-0.0007	-0.0038
Si	1.4803	5.8648	16.8117	-0.0036	-0.0012	-0.0042
Si	3.5805	9.3515	17.8284	0.0007	0.0014	-0.0052
O	8.4478	11.1655	13.4303	-0.002	-0.001	0.0107
O	7.9069	-1.0866	11.1396	0.0256	0.0069	0.0308
O	10.3375	10.2047	11.5998	-0.001	-0.0026	0.0075
O	2.4204	5.6271	18.1299	0.0002	0.0008	0.0028
O	9.5997	6.6926	20.9734	-0.0042	0.0046	0.0066
O	4.9285	2.1034	22.6873	-0.0008	-0.0018	-0.0009
O	9.729	3.5248	18.0704	0.0007	-0.0003	0.009
O	-3.9957	10.4585	15.5295	-0.0017	-0.001	0.0046
O	3.0751	8.0711	18.7094	-0.0005	0.0003	0.0031
O	0.53	12.2464	10.3038	0.0017	-0.0054	0.0029
O	6.8004	17.4296	21.055	0.0072	0.0051	0.004
O	6.2322	1.7516	14.0372	0.0002	-0.0042	0.0039
O	1.393	6.5949	20.3893	0.0011	-0.0009	0.0031
O	3.5082	10.6389	18.8185	-0.0009	0.0004	0.0034
O	9.209	17.8865	15.2975	0.0032	0.0039	0.0085
O	7.0728	-3.4042	9.8911	0.0115	0.0264	-0.0074
O	14.0649	12.4325	20.6904	-0.005	-0.0041	-0.0036
O	13.6105	13.7257	11.5232	0.0042	-0.0029	0.0005
O	-0.9232	3.6503	9.9638	-0.0021	-0.0083	0.0013
O	6.0744	-0.6539	13.0738	0.0056	0.0049	0.0109
O	10.8841	17.6318	13.2246	0.0008	0.0014	0.0049
O	4.1063	6.2478	20.2345	-0.0072	0.0037	-0.0042
O	-3.031	13.3514	16.4423	-0.0005	0.0012	0.0056
O	2.063	7.0431	15.8052	-0.0003	0.0016	0.0046
O	5.9235	5.9198	11.5588	0.0026	0.0087	0.0096
O	4.3904	0.7554	11.5811	0.0021	-0.0112	0.0079
O	6.5671	1.7268	20.6355	0.0029	0.0054	-0.0015
O	8.2837	16.9135	12.9789	0.0108	0.0039	0.009
O	1.1109	11.6418	19.0176	-0.0034	-0.0002	0.006
O	-0.021	17.2891	17.2757	0.0039	-0.0014	0.0034
O	7.5301	3.9	11.4118	0.0161	-0.0094	0.032
O	5.4418	14.2705	15.9831	0.0021	-0.0007	0.0116
O	2.9741	11.2411	23.0662	-0.0026	0.0006	-0.0006
O	10.7998	4.4061	20.3561	-0.0053	-0.0041	0.0024
O	8.9809	8.0845	17.7502	0.0003	0.0028	0.0028
O	7.9235	8.5752	20.1612	0.0011	-0.0165	0.012
O	12.8899	18.5727	11.8723	0.0003	0.0015	0.0034
O	6.3644	3.2979	18.4415	-0.0008	-0.0011	-0.0001
O	1.351	15.4234	15.9501	0.0001	0.0013	0.0043
O	2.2079	16.089	12.7208	-0.0009	0	0.0031
O	7.473	10.1867	18.1385	0.0009	-0.0009	0.0031
O	5.6191	4.1839	20.7716	0.0019	0.0008	0.0015
O	2.5954	9.5448	16.5328	-0.0019	-0.0014	0.0027
O	-5.2083	11.9639	17.2637	0.0014	0.0028	0.0032
O	9.3852	1.4414	8.6676	-0.0197	0.0015	0.0057
O	10.9926	8.7634	16.1601	0.0021	0.0012	0.0013
O	10.5139	13.3892	15.7246	0.0008	0.0029	0.0034
O	3.9339	14.214	13.7828	-0.001	-0.0005	0.0062
O	-0.9765	1.8328	20.1061	0.0008	0.0016	0.0025
O	6.9532	2.2227	9.1734	0.1754	0.0615	-0.0035
O	9.7864	11.8527	17.6065	0.0029	0.0003	0.0071
O	-1.0732	10.0861	19.4229	0.0012	-0.0013	0.0042
O	1.2629	13.9076	13.7895	-0.0037	0.0004	0.0081
O	12.8794	10.049	20.9394	0.0016	0.0022	-0.0043
O	10.0505	15.4829	14.3741	0.0069	-0.0059	0.0072
O	1.5992	9.1259	14.0873	0.0014	-0.0014	0.0101
O	0.403	5.7612	10.834	0.0064	0.0061	0.0075
O	8.2121	3.8279	20.2564	0.0027	0.0007	0.003
O	3.8527	9.2368	12.7942	-0.0062	-0.0049	0.0056
O	-5.8184	9.3374	17.2498	-0.003	-0.0007	0.0063
O	5.0859	3.1865	10.6822	-0.0225	-0.0285	0.0126
O	1.9092	10.2705	11.5783	0.0033	-0.0035	0.0037
O	6.2985	4.4113	13.7429	-0.0039	-0.0078	0.0134
O	8.9719	1.48	11.2097	0.0057	-0.0026	0.0008
H	7.8588	1.9049	8.8891	-0.1767	0.0337	0.0696

Results
free energy: -129429.841 eV
free energy less fixed offsets of H -15.97, O -568.88, Si -635.61 eV per atom: -2.951 eV

The program warned: the cutoff lies below the one the program advises for these potential files; the exchange-correlation potential is rough where the density is thin.
